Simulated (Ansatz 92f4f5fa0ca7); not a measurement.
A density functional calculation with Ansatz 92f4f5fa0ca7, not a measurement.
Periodic cell of 210 atoms, Si128O78As4, from a study of silicon, its oxide and their interface. The atomic structure is a simulated model.
Doubt: the cutoff is far below the 930 eV that the study's wrapper takes by default for these files, so forces and energies are approximate.
This geometry differs little from another in the collection (a relaxation step or a small displacement).

Settings
functional: PBE
potential files: Ansatz PAW
basis: plane waves
wave-function cutoff: 580 eV
density cutoff ratio: 5
exchange-correlation grid ratio: 1
k mesh: 1 x 1 x 1, Gamma-centred
self-consistency stop: 5e-08 eV per atom in the density residual
occupations: fixed
spin: none
net charge: 0

Cell vectors (angstrom)
a  10.938  0  0
b  0  10.938  0
c  0  0  31.6681

Atoms: element, x, y, z (angstrom)
Si  -0.4885  0.5234  24.3722
Si  6.1323  -0.8536  24.215
As  2.2466  3.1431  24.1043
Si  8.5935  2.1219  24.3955
As  0.4214  4.9079  24.1535
Si  5.0407  5.9031  24.1682
Si  3.2597  7.5839  24.0823
Si  7.9263  8.5385  24.4154
Si  1.33  1.4358  25.5808
Si  6.8341  1.1297  25.5292
Si  4.0582  4.1127  25.4359
Si  9.5863  3.9918  25.5341
Si  1.4541  6.7113  25.4313
Si  6.7981  6.7955  25.5203
Si  4.1553  9.4073  25.3664
Si  9.6187  9.5984  25.6131
Si  2.7922  -0.045  26.7795
Si  8.2307  -0.042  26.9808
Si  0.0049  2.7474  26.9702
Si  5.4641  2.6708  26.7831
Si  2.7553  5.4301  26.9036
Si  8.2147  5.4358  26.8441
Si  0.0735  8.1482  26.8287
Si  5.4646  8.1774  26.9011
Si  4.1018  1.3673  28.2498
Si  9.5708  1.3673  28.2498
Si  1.3673  4.1018  28.2498
Si  6.8362  4.1018  28.2498
Si  4.1018  6.8362  28.2498
Si  9.5708  6.8362  28.2498
Si  1.3673  9.5708  28.2498
Si  6.8362  9.5708  28.2498
Si  0  0  29.6171
Si  5.469  0  29.6171
Si  2.7345  2.7345  29.6171
Si  8.2035  2.7345  29.6171
Si  0  5.469  29.6171
Si  5.469  5.469  29.6171
Si  2.7345  8.2035  29.6171
Si  8.2035  8.2035  29.6171
Si  1.3673  1.3673  30.9843
Si  6.8362  1.3673  30.9843
Si  4.1018  4.1018  30.9843
Si  9.5708  4.1018  30.9843
Si  1.3673  6.8362  30.9843
Si  6.8362  6.8362  30.9843
Si  4.1018  9.5708  30.9843
Si  9.5708  9.5708  30.9843
Si  2.7345  0  0.6835
Si  8.2035  0  0.6835
Si  0  2.7345  0.6835
Si  5.469  2.7345  0.6835
Si  2.7345  5.469  0.6835
Si  8.2035  5.469  0.6835
Si  0  8.2035  0.6835
Si  5.469  8.2035  0.6835
Si  4.1018  1.3673  2.0507
Si  9.5708  1.3673  2.0507
Si  1.3673  4.1018  2.0507
Si  6.8362  4.1018  2.0507
Si  4.1018  6.8362  2.0507
Si  9.5708  6.8362  2.0507
Si  1.3673  9.5708  2.0507
Si  6.8362  9.5708  2.0507
Si  0  0  3.418
Si  5.469  0  3.418
Si  2.7345  2.7345  3.418
Si  8.2035  2.7345  3.418
Si  0  5.469  3.418
Si  5.469  5.469  3.418
Si  2.7345  8.2035  3.418
Si  8.2035  8.2035  3.418
Si  1.2411  1.5174  4.6894
Si  6.8596  1.3745  4.8945
Si  4.1328  4.0861  4.7153
Si  9.5709  4.1114  4.8921
Si  1.3354  6.8736  4.8605
Si  6.7568  6.8951  4.6629
Si  4.0502  9.6163  4.8002
Si  9.5654  9.5989  4.7855
Si  2.5878  0.1569  5.9356
Si  8.3052  0.0297  6.2955
Si  0.0986  2.8272  6.3515
Si  5.4028  2.7688  6.2117
Si  2.8142  5.4389  6.0682
Si  8.0567  5.5617  6.0251
Si  -0.0807  8.2517  6.27
Si  5.4929  8.2343  6.1103
Si  3.49  1.8148  7.3322
Si  10.1323  1.0127  7.61
Si  2.0943  3.733  7.5376
As  6.343  4.6321  7.4758
As  4.5586  6.4221  7.3809
Si  8.8816  7.3605  7.3602
Si  0.9133  10.1563  7.3449
Si  7.2702  9.1519  7.4303
O  2.3178  4.4155  9.0808
O  3.5902  0.9937  8.8017
O  6.7634  9.5798  8.9699
O  17.1502  4.003  17.566
O  9.744  1.6688  9.1221
O  4.2557  9.7025  9.944
O  7.6767  2.4396  23.0123
O  11.1187  11.1445  22.8636
O  2.8276  7.9765  22.4681
O  5.6506  5.4645  22.6367
O  5.8812  -0.9305  22.5461
O  8.689  7.9959  23.0139
Si  -1.8994  6.1775  12.9795
Si  2.3755  -2.8464  13.0802
Si  23.7535  1.1941  16.5554
Si  28.0316  0.6028  19.4154
Si  14.0041  15.5327  10.522
Si  4.8706  6.8784  11.5895
Si  -4.5455  -5.0617  14.2236
Si  9.1615  -8.3761  10.361
Si  -1.5513  -7.178  19.4792
Si  7.3032  -11.296  16.8828
Si  -4.7928  -1.7645  21.1542
Si  4.7298  1.0082  16.9372
Si  11.5982  5.956  11.7957
Si  13.9077  -0.3597  9.5042
Si  19.1833  1.5146  14.7138
Si  32.6759  2.1869  13.0841
Si  10.3695  -0.0085  21.442
Si  6.7954  -5.7766  18.5485
Si  7.95  1.9625  21.4897
Si  1.9371  6.5  15.6401
Si  5.8255  -1.4734  10.2909
Si  12.6296  7.739  18.3082
Si  10.8435  12.1191  18.7281
Si  11.0806  9.9772  16.8118
Si  17.7654  1.1113  11.9341
Si  9.0229  8.2749  21.4464
Si  -6.9106  2.4369  12.3997
Si  -4.8522  -7.4808  16.0333
Si  -1.6502  -5.2051  10.1195
Si  2.5588  7.1231  21.0895
Si  -11.0539  6.2469  20.1412
Si  -8.9649  22.0032  12.3652
Si  13.2071  3.5589  14.4838
Si  7.2992  -14.4548  16.5878
Si  -5.6808  6.0664  21.1667
Si  9.9187  18.4422  15.3962
O  13.3841  6.8164  17.1682
O  13.547  7.5609  14.6022
O  5.4896  7.6881  21.1609
O  0.3005  -3.952  18.7422
O  22.7155  0.1543  15.8471
O  10.1829  -1.9081  15.8689
O  9.8183  2.45  18.6057
O  5.6907  4.6923  15.0692
O  29.4725  11.8194  13.3544
O  3.6446  -5.034  20.9376
O  13.5236  7.9764  19.6669
O  4.9858  1.3105  18.5285
O  7.7515  1.8705  10.8241
O  3.266  -21.4941  16.7307
O  9.3601  -3.3972  13.8473
O  8.8624  0.6113  21.5045
O  27.7792  7.9294  10.8785
O  8.3675  -6.1803  18.7096
O  7.4136  0.3005  18.3858
O  8.3505  0.318  15.8272
O  10.6925  4.6495  19.8572
O  10.2287  -0.1339  17.949
O  10.8946  -4.9401  10.3295
O  6.6152  1.601  20.621
O  7.4565  19.9165  16.9637
O  12.243  1.6226  18.0244
O  -2.4112  6.3887  11.4368
O  -5.1541  -0.081  16.3494
O  13.0512  2.5094  15.693
O  3.2519  1.0531  12.7415
O  -8.6173  5.0114  15.1793
O  6.6397  17.5603  17.839
O  1.3054  -1.7907  17.6023
O  4.295  16.6406  10.5878
O  3.6536  -3.1558  12.1573
O  -8.9374  -5.8629  11.6671
O  5.5836  -4.765  12.8654
O  1.9989  9.6804  8.5392
O  1.0638  7.4316  12.3653
O  6.0514  5.2543  19.996
O  14.5406  3.1282  10.9867
O  4.8733  2.382  16.0781
O  -3.5168  2.735  15.4284
O  0.3179  -15.2592  15.562
O  -4.485  -3.7359  15.1963
O  2.1592  -1.2583  13.1672
O  -8.9584  -0.0211  10.7505
O  11.9412  -7.6742  13.5054
O  17.2728  -0.3382  11.3643
O  -1.9818  -6.7995  9.9216
O  -0.6831  9.3208  21.1823
O  9.4301  -4.0714  20.7273
O  10.4642  5.3689  12.8433
O  5.5419  -0.8039  19.9819
O  0.2479  11.7066  20.2699
O  10.1515  2.5999  11.6538
O  1.078  6.4575  21.225
O  7.8979  -5.5816  13.8015
O  19.8394  -4.3352  8.8329
O  3.6512  -7.4963  13.6248
O  7.7081  8.9371  20.7675
O  9.7106  -8.8512  14.2954
O  16.5436  2.117  12.311
O  0.5614  -21.1417  12.8642
O  19.7356  6.8147  16.3526
O  -2.2231  3.2341  20.8475

Results
free energy: -145156.535 eV
free energy less fixed offsets of As -4856.12, O -568.88, Si -635.61 eV per atom: -1.335 eV

Forces (eV/angstrom), in the order of the atoms: element, x, y, z
Si  0.4893  -0.1347  0.005
Si  -0.3257  0.418  -0.2177
As  0.1679  -0.1393  -0.127
Si  -0.3508  0.4203  0.1238
As  -0.1322  0.2662  -0.3767
Si  0.356  -0.4482  -0.2241
Si  -0.5154  0.3083  -0.3929
Si  0.4754  -0.4615  0.1013
Si  -0.0081  0.0828  0.0607
Si  -0.1077  -0.1189  0.0099
Si  -0.1084  -0.0197  0.1793
Si  0.1268  -0.1477  0.03
Si  0.0034  -0.0941  0.144
Si  0.0448  0.0632  0.0539
Si  -0.0375  0.0863  0.0278
Si  -0.06  0.0823  -0.0693
Si  -0.143  0.0054  -0.0062
Si  -0.0279  -0.083  0.1613
Si  -0.2056  -0.2611  0.09
Si  0.0699  0.1785  0.0225
Si  0.3212  0.2293  0.0862
Si  -0.0307  0.0019  -0.0554
Si  0.0599  -0.0651  -0.018
Si  0.1197  -0.0428  0.181
Si  -0.0081  -0.1916  -0.5695
Si  -0.0117  0.0703  0.6303
Si  0.1227  0.2046  0.4719
Si  -0.0959  -0.3807  -0.5589
Si  -0.0663  -0.1194  0.241
Si  0.1222  -0.0978  -0.478
Si  0.3695  -0.1039  -0.5521
Si  -0.1627  -0.325  0.464
Si  -0.1009  0.0551  -0.0082
Si  0.0414  -0.0132  0.0257
Si  -0.105  0.0026  -0.0168
Si  -0.0245  -0.0568  0.0446
Si  0.0506  0.0212  0.0437
Si  -0.0862  0.0429  -0.013
Si  0.036  0.0051  0.0239
Si  -0.1492  0.0179  0.0256
Si  0.0685  -0.0416  0.0235
Si  0.004  0.0247  -0.0148
Si  0.0768  -0.0294  0.0172
Si  -0.0411  0.0182  -0.0178
Si  0.0116  0.0636  -0.024
Si  0.1062  -0.1063  0.024
Si  -0.0641  -0.0024  -0.0232
Si  0.0559  -0.0573  0.0186
Si  0.0828  -0.0415  0.0069
Si  -0.1098  0.1141  -0.0435
Si  -0.067  0.0624  0.0099
Si  0.0136  -0.0686  0.0229
Si  -0.1459  0.1114  -0.0515
Si  0.0303  -0.035  0.0132
Si  -0.0093  -0.0559  0.0138
Si  -0.0386  0.0673  0.0001
Si  -0.0838  0.017  0.0085
Si  -0.0477  -0.1966  -0.0638
Si  0.2304  0.0168  -0.0659
Si  0.0372  0.1253  0.0045
Si  -0.0491  -0.2113  -0.0551
Si  -0.0028  0.0548  0.0099
Si  0.0486  0.0699  0.0036
Si  0.147  -0.0015  -0.0338
Si  -0.3468  0.1934  -0.3215
Si  0.1961  0.1487  0.5321
Si  -0.0769  0.2788  -0.6741
Si  0.1302  -0.0416  0.7069
Si  -0.0813  0.0256  0.6371
Si  -0.1886  -0.0823  -0.7852
Si  -0.1748  -0.0084  0.3553
Si  0.1734  0.3428  -0.366
Si  0.0715  0.1396  -0.0835
Si  -0.0553  -0.0299  0.0064
Si  -0.2584  -0.3593  -0.0263
Si  0.004  0.0683  -0.088
Si  0.007  -0.0724  0.0275
Si  0.2165  0.2229  -0.0066
Si  0.0831  -0.0339  0.0132
Si  -0.0797  -0.1061  0.0755
Si  -0.2054  -0.0796  -0.0316
Si  0.0861  0.0281  -0.0747
Si  -0.0218  -0.0474  -0.0114
Si  -0.0535  0.1284  -0.1448
Si  0.0852  -0.0362  -0.1206
Si  -0.0027  0.228  -0.0055
Si  -0.1339  0.1562  0.1544
Si  0.1087  -0.0711  -0.2269
Si  0.4829  -0.5337  0.132
Si  -0.3886  0.356  0.1252
Si  -0.1459  0.5805  0.0024
As  0.128  -0.1986  0.2813
As  -0.1273  0.2648  0.5103
Si  0.2888  -0.6536  -0.208
Si  0.5162  -0.3142  -0.2562
Si  -0.4195  0.2954  0.1561
O  -0.026  -0.2077  -0.2029
O  -0.1876  0.108  0.059
O  0.2433  -0.1275  -0.2789
O  -0.0184  -0.0037  0.0726
O  0.146  -0.1752  -0.2027
O  -0.0728  -0.0261  -0.0167
O  0.1746  -0.1139  0.0186
O  -0.1209  0.1288  0.1958
O  0.2293  -0.1032  0.4172
O  -0.1991  0.1921  0.3811
O  0.1216  -0.0509  0.0938
O  -0.1992  0.0651  0.1176
Si  0.0544  0.0103  0.2033
Si  -0.0364  -0.0164  0.0938
Si  -0.0244  -0.0646  0.0735
Si  -0.0318  -0.0141  -0.2286
Si  0.1142  0.0336  0.2794
Si  -0.1486  0.0628  0.2521
Si  0.1094  0.0009  0.0763
Si  -0.1572  -0.0442  0.2415
Si  0.1533  0.0502  -0.2075
Si  -0.0362  0.0589  -0.0389
Si  -0.1006  0.1259  -0.0954
Si  0.0201  -0.0478  0.0044
Si  -0.0629  0.1907  0.2844
Si  0.0202  0.1002  -0.1063
Si  -0.0435  0.0278  0.052
Si  0.038  -0.1349  0.2816
Si  0.0595  -0.0164  -0.2308
Si  0.2089  -0.0303  -0.1892
Si  -0.0514  0.1389  -0.3233
Si  -0.0362  0.1378  0.0659
Si  0.0747  -0.0543  0.2579
Si  -0.076  -0.1111  -0.0895
Si  0.0062  0.1044  -0.1824
Si  -0.0328  -0.0612  -0.0036
Si  -0.0251  0.0268  0.2524
Si  0.031  -0.0752  -0.2217
Si  0.0264  -0.0098  0.1999
Si  0.0715  -0.0149  0.0071
Si  0.0624  0.2134  0.1969
Si  -0.056  -0.0704  -0.1383
Si  0.1274  -0.1306  -0.2373
Si  0.0838  -0.0661  0.2385
Si  0.005  -0.0318  0.0581
Si  0.024  -0.0754  -0.0535
Si  -0.1216  -0.036  -0.2319
Si  0.0726  -0.0234  -0.0264
O  0.0239  0.0365  0.0547
O  0.0201  -0.004  -0.0198
O  0.0014  0.065  0.0314
O  -0.029  0.0576  0.1205
O  0.0533  0.0373  0.0261
O  -0.0025  0.0904  0.0102
O  -0.0115  -0.0672  0.0459
O  -0.0505  0.024  -0.0374
O  0.0029  -0.0151  -0.063
O  0.0086  -0.0354  0.1029
O  0.0418  0.0124  0.1223
O  0.0349  -0.0048  0.0188
O  0.0981  0.0821  -0.115
O  0.0073  0.0556  -0.0234
O  -0.0061  -0.0618  -0.0824
O  -0.0651  -0.0391  0.1381
O  0.036  0.0302  -0.1323
O  -0.0993  -0.0149  0.0462
O  -0.028  -0.0022  0.1284
O  0.0133  -0.0325  0.0114
O  -0.0266  0.0766  0.0981
O  -0.0149  0.0132  0.0687
O  0.0132  -0.0396  -0.1178
O  0.0052  0.0278  0.0959
O  0.0036  -0.0038  0.0363
O  0.0163  -0.0315  0.0061
O  -0.0236  -0.0702  -0.1569
O  0.0042  0.0056  -0.0019
O  0.0083  0.0864  -0.0388
O  -0.0103  0.0042  -0.0726
O  0.0148  -0.0479  -0.0377
O  -0.0423  -0.0045  0.0706
O  0.0354  0.0075  0.0358
O  -0.065  -0.0565  -0.172
O  0.1383  -0.0474  -0.1458
O  0.0495  -0.109  -0.1079
O  -0.0371  -0.0161  -0.1431
O  -0.1356  0.0286  0.1475
O  -0.0685  -0.083  -0.1127
O  -0.0095  0.029  0.1203
O  -0.0254  0.0202  -0.1909
O  -0.0031  0.0365  -0.0161
O  -0.0151  -0.0092  0.0071
O  -0.0405  -0.0274  -0.0306
O  -0.0356  -0.0022  -0.036
O  -0.0277  0.0782  -0.057
O  0.0214  0.0366  -0.1416
O  -0.0733  -0.0001  -0.0807
O  -0.0522  -0.1313  -0.1004
O  -0.0579  -0.0914  -0.1194
O  0.0776  0.0362  0.0703
O  -0.0841  0.0739  0.1192
O  -0.0131  0.0051  -0.1006
O  0.0152  -0.0811  0.1375
O  -0.057  -0.0759  0.0862
O  -0.0063  0.0678  -0.2145
O  0.0061  0.0195  0.1581
O  0.0064  0.0307  -0.0787
O  -0.1639  0.2337  -0.0045
O  0.0152  -0.0185  -0.0555
O  0.0584  -0.0112  0.0004
O  0.0513  0.0554  -0.0737
O  0.0025  0.006  -0.1016
O  -0.0386  0.025  -0.1076
O  -0.0019  0.0156  0.0455
O  -0.0602  -0.053  0.1418

The program warned: the cutoff lies below the one the program advises for these potential files; the forces do not sum to zero within the program's tolerance; the exchange-correlation potential is rough where the density is thin.
